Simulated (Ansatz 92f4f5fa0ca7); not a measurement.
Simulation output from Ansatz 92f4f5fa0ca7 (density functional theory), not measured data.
Periodic cell of 168 atoms, Si98O70, from a study of silicon, its oxide and their interface. The atomic structure is a simulated model.

Settings
functional: r2SCAN
potential files: Ansatz norm-conserving
basis: plane waves
wave-function cutoff: 1300 eV
density cutoff ratio: 4
exchange-correlation grid ratio: 1
k mesh: 2 x 2 x 1, shifted by 0.5 0.5 0.5 of a step
self-consistency stop: 5e-08 eV per atom in the density residual
occupations: Fermi-Dirac, 0.05 eV
spin: none
net charge: 0

Cell vectors (angstrom)
a, 11.54, 0, 0
b, 0, 11.54, 0
c, 0, 0, 21.12

Atoms: element, x, y, z (angstrom)
Si, 0.0538, 0.1419, -0.0599
Si, 0.341, 4.7841, -0.7011
Si, 0.9105, 7.4429, -2.2566
Si, 4.3211, 0.5908, -0.7677
Si, 2.5736, 4.7907, -0.2477
Si, 2.9919, 6.9972, -0.1311
Si, 8.3062, -1.4478, -0.8779
Si, 6.7825, 4.8735, -0.1155
Si, 6.1954, 10.7368, -4.6861
Si, 2.0226, 0.1665, 1.3737
Si, 2.8678, 3.8837, 1.9036
Si, 1.8177, 7.7668, 1.8508
Si, 6.1371, -1.5365, 0.1576
Si, 5.3406, 4.0214, 2.0117
Si, 5.4297, 7.6128, 0.5422
Si, 9.3218, 0.2825, 0.9943
Si, 9.4188, 4.3565, 1.3199
Si, 10.4536, 8.2751, 1.9243
Si, 1.9603, 1.8947, 2.9376
Si, 1.9457, 5.8191, 3.0289
Si, 2.0337, 9.8621, 2.7222
Si, 5.5972, 1.6724, 2.5637
Si, 5.4034, 5.8476, 3.2878
Si, 5.8585, 10.4747, 2.5012
Si, 9.2907, 2.4447, 2.4735
Si, 9.1832, 6.3252, 2.2605
Si, 9.8191, 10.3719, 3.0098
Si, -0.3268, 2.4775, 3.6928
Si, -0.4354, 6.2155, 3.9952
Si, 0.0563, 9.9062, 4.3907
Si, 4.0302, 1.6198, 4.128
Si, 3.5125, 5.8757, 4.7904
Si, 4.0154, 9.8612, 3.8634
Si, 7.5626, 2.0693, 3.9805
Si, 7.6053, 5.8176, 4.4092
Si, 7.7347, 10.0753, 4.3045
Si, -0.1003, 0.5871, 5.1263
Si, -0.5889, 4.1429, 5.3272
Si, -0.0473, 7.8833, 5.7516
Si, 4.0978, -0.2034, 5.609
Si, 3.5047, 3.6723, 5.195
Si, 3.8393, 8.0796, 5.6274
Si, 7.4306, 0.4821, 5.8422
Si, 7.4661, 3.9151, 5.442
Si, 8.2655, 7.8699, 5.3801
Si, 1.8191, -0.3434, 6.2215
Si, 1.3976, 3.7379, 6.4814
Si, 1.9569, 7.7873, 7.2322
Si, 5.6878, 0.0211, 7.2502
Si, 5.5406, 3.6363, 6.6052
Si, 5.9302, 7.6975, 6.5999
Si, 9.5775, 0.8394, 6.6614
Si, 9.2383, 3.2775, 6.9274
Si, 9.5004, 7.7474, 7.2308
Si, 1.7044, 1.7778, 7.7174
Si, 2.199, 5.401, 7.9255
Si, 0.8868, 9.9801, 7.8769
Si, 5.4154, 2.3621, 8.3883
Si, 5.4684, 5.5631, 7.9897
Si, 5.5858, 9.3672, 8.1869
Si, 8.8239, 3.8962, 9.2518
Si, 8.9197, 6.2631, 9.2354
Si, 10.0071, 10.6514, 8.3012
Si, -1.0384, 3.076, 10.7822
Si, -1.2275, 7.032, 10.9719
Si, 2.8432, 8.666, 9.3189
Si, 3.3078, 2.2291, 9.3565
Si, 1.6595, 4.5333, 10.1789
Si, 1.8038, 7.268, 11.1807
Si, 7.2119, 2.4797, 10.096
Si, 6.779, 7.0626, 9.6736
Si, 9.3756, 11.9628, 10.144
Si, 1.58, 0.2264, 10.1298
Si, -1.3464, 5.4592, 12.7927
Si, 0.9966, 4.6235, 14.5858
Si, 4.5828, 10.0023, 12.9265
Si, -1.7856, -2.229, 15.266
Si, 6.2597, 7.0484, 16.8619
Si, 12.5267, 7.7153, 15.6435
Si, 8.7556, -2.135, 12.1799
Si, -5.9748, 1.4438, 12.8287
Si, 6.6019, -3.6948, 11.8053
Si, 10.1344, 0.6324, 14.7098
Si, 7.568, 6.0288, 14.2942
Si, 12.5257, 11.5164, 12.9367
Si, 3.7249, 0.0064, 17.6088
Si, 3.9734, 3.6531, 18.8174
Si, 1.7395, 9.4968, 13.3858
Si, 4.5405, -2.2823, 16.1817
Si, -0.7949, 2.4544, 15.92
Si, 7.784, 3.5415, 16.0481
Si, 7.6717, 9.4715, 17.4656
Si, -0.3812, 8.8723, 20.1212
Si, 0.243, 2.1547, 18.389
Si, 3.0408, 2.1804, 17.2038
Si, 6.2476, 4.4793, 18.6569
Si, 7.1469, 1.2591, 14.49
Si, 2.8854, 2.4239, 14.0066
O, 0.3054, -1.3314, -0.6759
O, 0.0057, 0.8853, -1.5637
O, -0.7522, 4.4997, 0.3566
O, 5.4337, 7.2013, 2.2802
O, -5.1509, 18.0822, -0.1875
O, -7.1283, 2.0575, -1.5318
O, 7.3281, 3.9287, -3.6067
O, 1.1317, 7.8331, -3.8872
O, 8.0379, 10.5245, -2.4225
O, 0.2937, 3.3968, -1.7063
O, -2.8124, -3.9253, 1.4892
O, 1.4181, 6.0113, -5.7864
O, 4.745, -3.8514, -4.8861
O, 2.0947, 0.9069, -7.4655
O, 8.2754, 4.4075, 0.0781
O, 10.9357, 8.2493, -6.0157
O, 6.7639, 11.3028, -6.1061
O, 2.3033, 5.7632, 11.3914
O, -1.9802, 3.9698, 12.0448
O, -0.0063, 5.0809, 13.3825
O, 0.7594, 1.1084, 9.0744
O, 3.7578, 17.3219, 8.5111
O, 0.2666, 3.8405, 10.3419
O, 4.3491, 9.1789, 9.1202
O, 6.6605, -2.7213, 9.3493
O, 0.3178, 7.0798, 10.3895
O, 3.5718, 11.1968, 19.1854
O, 1.8009, 10.2097, 9.3943
O, 8.7998, -2.1799, 13.9775
O, 6.4485, 2.1252, 11.5283
O, 9.1701, 6.1172, 13.9531
O, 9.5937, -2.4269, 19.7209
O, 9.1621, 9.2827, 8.0537
O, -3.499, 12.6578, 9.5378
O, 2.9395, 3.4351, 10.3607
O, 2.9841, 0.9557, 10.2469
O, -1.3856, 1.5691, 11.1623
O, -4.3689, 6.9197, 15.5632
O, 1.4265, 13.4836, 17.3078
O, 9.3541, 14.9664, 15.7153
O, 2.0757, 3.8144, 13.7015
O, 5.4276, 8.7708, 12.2343
O, 11.7895, 3.7756, 15.5437
O, 7.181, -9.4685, 15.8557
O, 6.8348, 8.128, 17.842
O, -1.4481, -2.9412, 11.5812
O, 5.3298, 11.3205, 12.5281
O, 6.724, 6.675, 13.0275
O, 5.4179, -11.2315, 17.4914
O, 1.9605, -2.7636, 14.9548
O, -1.09, 2.046, 17.4693
O, 3.4682, 2.4418, 15.5904
O, 2.9894, -1.5578, 12.4765
O, 8.6885, 1.0563, 13.986
O, 13.1675, -3.5812, 12.6977
O, 7.2646, 4.4386, 14.6765
O, 11.0194, 11.7385, 13.3749
O, 4.4722, 9.6628, 14.5853
O, 3.4374, 0.1301, 21.549
O, 0.6495, -0.0022, 11.3103
O, -0.3318, 7.9797, 21.5352
O, 2.3854, 7.74, 19.513
O, 4.123, 2.1574, 13.0454
O, -8.4641, -1.2688, 16.6651
O, 8.5993, -0.7424, 11.2616
O, 10.3207, -0.6185, 15.7458
O, 11.5735, 5.9427, 19.253
O, 5.9108, 11.592, 20.6124
O, 8.8285, 8.9049, 16.5775
O, 5.8173, 5.8221, 17.8399

Results
free energy: -43980.261 eV
free energy less fixed offsets of O -463.61, Si -117.95 eV per atom: 31.539 eV
pressure: -2.16 GPa
stress xx, yy, zz, yz, xz, xy (GPa, positive in tension): 0.73, 2.81, 2.93, -0.54, -1.42, -0.65

Forces (eV/angstrom), in the order of the atoms: element, x, y, z
Si, -0.2571, 1.5028, -1.2409
Si, 1.0412, -1.1629, -4.5624
Si, -1.305, -0.251, -0.9795
Si, 1.4951, 0.4229, -4.0325
Si, 0.7008, -1.4456, -0.5927
Si, 0.3657, 2.5513, -0.2724
Si, 1.529, 0.0931, 0.1096
Si, -2.8613, 0.7773, -0.3098
Si, -0.3368, 1.5113, 1.2712
Si, -0.301, 0.6934, -1.4365
Si, 0.3434, 0.404, -0.4904
Si, -0.0957, -0.49, -0.8425
Si, 1.074, 0.3846, 0.6553
Si, -0.4862, -1.3754, -2.3083
Si, -2.1996, -0.5995, 1.4744
Si, 1.6242, -0.2406, 0.3833
Si, 0.5708, 0.6452, -3.001
Si, -0.0371, 0.3124, -1.325
Si, 0.1056, 0.8329, -0.6971
Si, -0.7792, -0.012, 0.8137
Si, -1.1098, -0.2727, 1.2525
Si, 1.9622, -0.2531, 0.0582
Si, 0.9589, 1.808, 1.1363
Si, 1.0884, 0.4587, 0.7969
Si, -0.0028, -2.4277, -0.6609
Si, -0.5558, -2.5134, 4.4024
Si, -1.2572, -0.681, -1.437
Si, 1.6756, -1.0175, 0.6045
Si, 0.313, -0.3128, -0.3446
Si, 0.5874, 0.2204, -0.6361
Si, -1.7404, 0.7511, 1.0697
Si, 0.3714, 1.3001, -1.7189
Si, 0.4467, -1.1219, 0.3095
Si, -1.5819, -0.0868, 0.4449
Si, 0.2458, 2.5883, -2.6967
Si, 0.3441, 0.0616, -0.7051
Si, -0.4203, -0.2249, 0.7019
Si, -0.1815, 0.3428, 0.5075
Si, -0.0108, -0.0804, 0.002
Si, -1.0931, 0.8365, -0.3127
Si, 0.3735, -0.8801, 1.8376
Si, -0.0574, -0.6696, -0.2576
Si, 1.5534, -1.2657, -1.9896
Si, 0.938, -2.0812, 0.779
Si, -3.11, 0.1901, -0.3998
Si, 0.1847, 2.9664, 0.5136
Si, 0.9797, -0.3719, -0.1066
Si, -0.277, 0.4252, -0.0899
Si, -0.3047, 0.9862, 1.3448
Si, -1.3415, 1.3115, -0.3268
Si, 0.2162, -0.2717, -0.2408
Si, 0.5358, -0.0661, 0.2825
Si, 0.1925, -0.3513, -0.2288
Si, 0.4109, 1.3525, 1.6762
Si, 0.2895, -0.9888, 0.0976
Si, 0.1724, 1.1682, 1.6816
Si, -1.6503, -0.8897, 0.1248
Si, 0.7905, -2.3329, 1.6086
Si, -1.6858, 2.6479, 0.7863
Si, 3.8296, -0.5778, -0.7227
Si, 1.5699, 0.4962, -0.442
Si, 0.35, 0.6217, -0.5763
Si, 1.7377, 0.6525, -0.6799
Si, -5.6074, 2.8831, 0.8721
Si, 0.2346, 0.8334, 1.0803
Si, -1.239, -0.9805, 0.3849
Si, 0.8673, 1.7116, -2.3029
Si, 5.3926, 2.7111, 0.0291
Si, -0.9176, 1.4419, 0.2967
Si, -2.3071, -1.5811, -1.1335
Si, -0.6568, 1.0562, -1.2056
Si, -1.1876, -2.2456, 3.2634
Si, 1.3771, -0.7088, -3.4239
Si, -4.9778, -0.1275, -2.22
Si, 1.3065, 5.3255, -3.4947
Si, -0.1186, -2.8759, 2.6521
Si, -0.2335, 1.3563, 2.0372
Si, -3.8132, -0.4231, -0.2155
Si, -1.3197, -1.9241, -0.6725
Si, -1.3177, -1.0675, -0.2063
Si, 1.2606, -0.4764, -2.0376
Si, 3.5485, -0.8446, 2.1846
Si, 0.1211, -0.6504, -2.054
Si, 0.0328, -0.7379, -1.9051
Si, -1.5083, 0.1055, 0.4589
Si, 1.0001, -0.7524, -0.3744
Si, 0.5071, -2.156, 2.0784
Si, 0.8508, -4.9834, 1.7242
Si, -3.0808, 2.7715, -2.1033
Si, -2.4026, 4.0983, -0.4516
Si, 0.7418, 0.3914, -2.4273
Si, -0.0544, 1.9704, 0.8597
Si, -1.3649, -2.8345, -0.4179
Si, -1.5856, -1.9564, 4.8067
Si, 0.7124, -0.5612, -1.5417
Si, -0.7044, -0.1479, -0.9634
Si, 0.51, -1.7648, 0.0508
Si, -0.0837, -1.4739, 1.5049
O, 1.2588, 1.0849, 0.6827
O, 0.869, 1.6409, -0.8772
O, -1.6053, -0.4208, 2.1935
O, 0.0078, 0.4566, -2.2288
O, 1.2144, -1.3509, 0.0372
O, -0.4828, 0.3966, 1.556
O, -0.0383, 0.3491, 1.4644
O, -0.7093, -1.0132, 1.7118
O, -0.9301, -0.2747, -0.0923
O, 0.3476, 0.6537, -0.4832
O, 0.8581, 1.9094, -0.5155
O, -0.62, 2.4498, -0.0351
O, 1.606, -1.8912, 1.5485
O, -0.2901, 2.4411, 0.2882
O, 1.3047, -0.3122, 0.7537
O, 2.6313, -1.1185, 0.747
O, -0.7682, -0.1419, 0.3396
O, -1.1079, -2.3345, -1.8542
O, 2.7917, 0.801, -0.1885
O, 3.0277, -0.6595, 1.3421
O, -0.7549, 0.6952, -1.4319
O, 1.5287, -1.0507, -1.3115
O, 0.1828, -0.7508, 1.2906
O, -3.5302, 0.5476, 1.8191
O, 0.6834, -1.6037, -0.3412
O, 0.7269, 0.4202, 0.4635
O, 0.3165, -0.0049, 0.3883
O, 0.536, 0.1959, 0.0823
O, 0.5586, 0.7668, -2.8026
O, -0.5678, -0.1854, 0.539
O, -0.0174, -0.7577, -0.7768
O, -0.6928, -0.0361, 1.722
O, 0.4641, -1.402, -0.6267
O, -0.0839, 0.8679, 0.6621
O, -1.6112, 1.6349, 0.5261
O, 0.7009, -2.597, 2.1279
O, -0.054, -1.5524, -1.3765
O, 0.1826, -0.4274, 0.7784
O, -0.9174, 0.5884, 0.3194
O, 0.8106, -0.3287, 0.3806
O, 1.4678, -1.8875, 0.3164
O, -3.0126, 1.9218, 0.5155
O, -3.0423, -5.8979, 4.4945
O, -0.8476, 0.5181, 0.1625
O, 0.8189, 1.0582, 1.8148
O, -0.4645, -0.3849, 0.0389
O, 0.2585, 3.1268, -0.269
O, 0.5116, -0.5388, 0.1228
O, -0.3071, -1.5572, -1.8665
O, -0.3941, 1.125, -1.9073
O, 1.3773, 0.4056, 0.021
O, -1.531, 0.1215, -1.2052
O, 2.6784, 0.7836, -0.4263
O, 0.989, -0.2277, 0.6
O, -0.9268, 0.1698, -1.8013
O, -0.2286, 0.634, 1.5704
O, -1.2402, 1.0626, 1.6778
O, 0.1807, 0.5182, -3.3997
O, -1.633, 0.4522, 3.0854
O, 0.2417, -0.4378, 3.3226
O, -0.8559, 0.5374, 0.3664
O, 0.5331, -1.7221, 1.29
O, 1.5558, 0.487, -0.6428
O, 3.2085, 0.2872, 1.5075
O, 1.6304, 0.3795, 0.4667
O, -1.3714, -1.8466, -1.4106
O, 1.8621, 2.0015, -0.0857
O, -2.105, -1.3893, 0.3327
O, 2.7009, -0.2887, -1.6632
O, 0.2016, 1.5194, -1.0496
